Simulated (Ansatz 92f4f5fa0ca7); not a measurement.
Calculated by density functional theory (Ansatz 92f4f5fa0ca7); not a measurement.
Periodic cell of 240 atoms, Si134O106, from a study of silicon, its oxide and their interface. The atomic structure is a simulated model.

Settings: functional r2SCAN; potential files Ansatz norm-conserving; basis plane waves; wave-function cutoff 1300 eV; density cutoff ratio 4; exchange-correlation grid ratio 1; k mesh 2 x 2 x 1, shifted by 0.5 0.5 0.5 of a step; self-consistency stop 5e-08 eV per atom in the density residual; occupations Fermi-Dirac, 0.05 eV; spin none; net charge 0.

Cell vectors (angstrom)
a 11.5403 0 0
b 0 15.3871 0
c -0.3604 -5.6401 23.5386

Atoms: element, x, y, z (angstrom)
Si 0.8038 2.2528 -2.2036
Si 2.5513 3.4528 0.2357
Si 5.5733 10.3282 -0.4682
Si 2.548 16.5516 0.7323
Si 3.6631 -0.8607 -0.88
Si 8.9002 4.1218 1.6455
Si 8.2542 7.9969 2.1394
Si 8.6016 10.9161 -1.1027
Si 10.4382 0.0026 -1.174
Si 10.6706 5.1988 0.5203
Si 12.7805 10.1713 -1.1624
Si 12.4591 13.0216 -0.4573
Si 4.5106 0.1979 1.674
Si 4.9048 4.2309 1.1804
Si 5.8653 8.1881 1.8079
Si 4.3244 11.5652 2.036
Si 9.8475 0.2657 1.7752
Si 7.1277 4.6358 0.1237
Si 9.1554 6.967 0.3062
Si 9.7055 11.7388 1.8746
Si 12.225 0.5944 2.0601
Si 12.6154 4.6361 1.7104
Si 13.6359 10.6786 1.6878
Si 12.0097 12.3517 1.7327
Si 5.1044 2.3004 2.6645
Si 5.0131 6.1235 2.761
Si 5.1398 9.803 3.333
Si 4.8554 13.6839 3.0133
Si 9.0196 2.1593 2.9458
Si 8.8192 5.9994 3.2368
Si 9.0998 9.9052 3.228
Si 9.0227 13.7326 2.974
Si 12.6088 2.6357 3.1475
Si 12.7848 6.5173 3.2401
Si 12.9356 9.0582 3.2637
Si 12.6191 13.9987 3.2587
Si 3.1959 2.4315 4.233
Si 3.2172 6.1438 4.4577
Si 3.2015 9.5574 4.6599
Si 3.0605 13.8063 4.4619
Si 6.9717 2.1558 4.1551
Si 6.794 6.1005 4.3688
Si 7.1048 10.032 4.5385
Si 6.9612 13.6939 4.2111
Si 10.7586 2.3066 4.5443
Si 10.817 6.1729 4.5945
Si 11.018 9.7518 4.5659
Si 10.7623 13.7702 4.6301
Si 3.19 0.502 5.6009
Si 3.1801 4.2334 5.8349
Si 3.1839 7.7635 6.1576
Si 3.0485 11.7287 5.6286
Si 7.0165 0.2169 5.5698
Si 6.8514 4.095 5.5513
Si 6.9299 8.0692 5.8473
Si 7.0114 11.9346 5.8432
Si 10.8912 0.3537 5.9497
Si 10.7515 4.202 5.8861
Si 10.8133 8.0083 6.1179
Si 10.9664 11.747 5.9312
Si 5.1205 0.3581 6.9374
Si 5.1683 4.1517 7.1792
Si 5.1397 7.9705 7.4132
Si 4.9328 11.8428 6.9985
Si 8.8664 0.262 7.1564
Si 8.6764 4.1642 7.0051
Si 8.7663 7.9899 7.3415
Si 8.951 11.7479 7.1678
Si 12.9692 0.4128 7.1581
Si 12.7132 4.2312 7.1787
Si 12.7535 7.9593 7.5418
Si 12.9536 11.7817 7.2856
Si 5.8352 2.1707 8.2917
Si 5.7583 5.9916 8.6462
Si 4.6351 10.0138 8.534
Si 4.5005 13.857 8.1814
Si 8.2307 2.2322 8.2873
Si 8.2271 5.9752 8.4327
Si 8.6838 9.9639 8.7172
Si 8.6827 13.6437 8.4803
Si 13.0074 2.3713 8.5234
Si 12.1635 5.9395 8.7373
Si 2.0869 9.9629 8.7439
Si 1.9768 13.8023 8.3313
Si -2.0906 2.894 10.1964
Si 2.0951 6.7347 11.3507
Si 1.0786 9.8011 10.9433
Si 0.7036 14.3745 10.1993
Si 3.9914 2.7035 10.4818
Si 4.88 5.7037 10.8936
Si 6.606 10.9479 9.5481
Si 6.4519 13.3457 9.3164
Si 11.5488 1.8223 10.2208
Si 10.0087 5.248 9.7928
Si 10.1884 10.3762 10.589
Si 9.7353 12.6919 10.4263
Si 10.815 3.2988 14.2687
Si 0.7272 5.9485 14.0038
Si 10.6369 -4.4208 14.8083
Si 2.3176 1.3228 20.4278
Si 9.2971 9.5986 12.6754
Si 6.9238 5.2478 13.1479
Si 7.8566 -3.837 14.277
Si 9.8002 2.7233 22.2881
Si 8.0797 8.9444 20.0168
Si 8.653 2.8263 12.4215
Si 2.017 -0.9838 14.3826
Si 2.1738 0.8765 12.0233
Si 7.1999 1.6377 17.5603
Si 9.6048 6.6198 12.6815
Si 11.2757 0.5526 21.2878
Si 6.4942 -2.1841 20.7452
Si 1.5707 11.5655 13.56
Si 7.6227 -2.7598 11.6082
Si 4.2297 -0.6577 16.3703
Si 12.972 2.4695 17.6506
Si 11.1533 5.1499 17.9363
Si 1.4572 10.2836 16.3002
Si 3.3182 4.0183 20.6595
Si 5.7816 4.777 15.9
Si 1.5554 7.1211 16.6774
Si 1.8684 -3.3231 18.8089
Si 5.1262 8.3223 20.1127
Si 3.904 -1.1405 19.4416
Si 6.0953 10.7932 19.0787
Si -0.1038 0.7508 15.4246
Si 6.3547 -2.8447 16.5693
Si 4.0467 5.9577 18.294
Si 4.4719 2.2172 16.5933
Si 8.2053 -1.2381 18.3723
Si -0.4663 -1.5949 19.2278
Si 8.7766 1.5707 15.0407
Si 9.1198 6.2442 19.7401
Si 8.3135 4.3439 17.6856
O 2.7727 0.5185 -0.8309
O 11.1949 3.5048 22.6597
O 5.5771 8.8608 0.2763
O 2.5288 -2.0137 -0.5682
O 4.8862 -0.576 0.1914
O 12.176 11.6689 -1.3259
O 9.2107 11.3518 0.3221
O 7.0108 10.8264 -0.9918
O 9.491 0.1909 0.1412
O 11.1188 5.1638 -1.1022
O 13.7531 10.0537 0.1357
O 5.3756 2.0852 9.8943
O 3.7314 6.8004 11.2836
O 11.2149 13.3342 10.9389
O 2.932 2.7241 9.2547
O 13.203 5.8895 10.0398
O 7.7769 -1.8524 19.8076
O 0.7862 -2.1718 18.3603
O 9.8363 0.4436 15.577
O 5.0677 11.4807 0.5492
O 4.6532 10.3064 -1.79
O 3.2625 -2.6141 19.2399
O 1.6193 8.7269 16.6596
O 1.6686 6.6397 15.1309
O 9.3991 -0.1247 -2.412
O 7.1837 3.6667 -1.2305
O 4.9681 9.6272 19.1439
O 1.773 3.2223 -1.2835
O 9.0606 9.4616 -1.6693
O 10.6122 5.619 19.426
O 11.4141 -1.2879 -1.0702
O 1.6774 1.5314 -3.4081
O 7.7584 6.1319 -0.2824
O 6.0705 11.6571 20.4596
O 13.6553 9.9089 -2.5093
O 5.3621 -1.7271 15.9725
O 9.8102 -1.365 18.2609
O 9.1289 11.9635 -2.2216
O 2.4448 0.3317 13.5363
O 12.413 1.8216 11.6683
O 7.2914 3.701 12.7488
O 11.5515 11.917 13.8704
O 10.8724 6.7242 13.6976
O 1.6213 5.8939 12.657
O 4.1527 -0.5035 17.975
O 6.673 13.8028 10.9271
O 11.3969 -4.7694 16.1981
O 3.5017 1.7327 11.6792
O 6.1549 5.9131 11.8789
O 4.2567 4.2058 11.0502
O 9.0222 8.0676 12.2877
O 2.8506 -1.1909 15.7524
O 1.9297 -0.4754 11.1468
O 7.6053 0.266 18.3085
O 1.4279 8.2256 11.361
O 6.8734 11.1669 11.1931
O 1.7401 10.7662 12.146
O 11.4259 -0.1575 19.8542
O 6.6733 -3.8819 15.3712
O 2.9599 2.5898 17.0764
O 10.0858 5.9553 11.2925
O 0.5112 -0.6645 14.9317
O 5.7197 11.7099 17.8015
O 4.4864 0.8202 15.7662
O 5.6248 2.055 17.7657
O 1.211 1.196 21.6287
O 8.4929 1.4911 13.4181
O 8.3609 5.9202 13.4398
O 10.0505 3.6234 12.8763
O 7.6246 -2.6078 13.23
O 4.9822 5.6247 17.0179
O 0.1052 1.897 14.2772
O 8.9361 7.7933 19.2362
O 12.249 3.9392 17.7972
O 5.9577 5.4571 14.4401
O 8.1643 2.7958 18.1694
O 7.6751 -2.0929 17.1077
O 7.2744 4.5619 16.4765
O 11.2377 0.242 9.8427
O 4.8288 6.9925 19.2528
O 3.6564 4.647 19.1878
O 5.2688 -1.231 20.2857
O 0.3296 4.4748 14.5949
O 4.963 3.4062 15.614
O 13.0734 1.8535 19.1219
O 7.4465 1.4719 15.9468
O -0.3505 3.0591 -3.0504
O 2.127 10.6871 14.8504
O 7.9496 10.1796 13.4083
O 9.2484 -3.6587 15.1043
O 2.1191 -4.2837 17.5341
O 10.1788 1.7417 21.0412
O 9.5538 3.0023 15.2849
O 7.5771 10.0877 18.9478
O 2.9321 -0.1533 20.2525
O 2.7184 6.6125 17.6667
O 6.6803 8.3212 20.6457
O 0.5692 1.3983 16.7678
O 9.8047 4.7014 17.1649
O 11.7142 6.5104 17.2577
O 11.4593 1.2551 -1.297
O 3.5165 2.3921 20.7025
O 4.3968 -1.2942 -2.2514
O 10.4047 -5.7676 13.9092
O 2.2376 -2.3385 13.5055
O 8.0142 5.3238 18.9545

Results
free energy: -64966.584 eV
free energy less fixed offsets of O -463.61, Si -117.95 eV per atom: -18.624 eV
pressure: -1.96 GPa
stress xx, yy, zz, yz, xz, xy (GPa, positive in tension): 2.93, 1.5, 1.44, 0.17, 0.18, 0.44

Forces (eV/angstrom), in the order of the atoms: element, x, y, z
Si -0.0555 -0.0213 -0.4225
Si -0.4512 0.3164 -0.5963
Si -0.0599 -0.1846 -0.0586
Si -0.4669 -1.0086 -0.4851
Si 0.1616 -0.0878 -0.3721
Si -0.1132 -0.054 0.2197
Si 0.2393 0.1936 -0.1443
Si 0.0488 -0.0353 -0.2566
Si -0.2138 -0.1252 -0.1965
Si 0.2411 -0.2708 -0.4498
Si -0.0868 -0.021 -0.2087
Si -0.1083 -0.1904 -0.0573
Si -0.0291 -0.3307 -0.6671
Si 0.2858 0.1799 -0.0305
Si -0.1539 0.3487 -0.6754
Si 0.3763 -0.0113 -0.569
Si -0.2632 0.2127 -0.5931
Si 0.3914 -0.4828 -0.3838
Si -0.7 0.293 -0.1767
Si -0.1709 -0.1593 -0.8883
Si 0.1157 -0.1635 -0.3132
Si -0.0995 0.0423 0.339
Si -0.1276 -0.1338 -0.5671
Si 0.139 0.003 -0.1708
Si 0.141 -0.05 0.2567
Si -0.1828 0.0789 0.0212
Si 0.0297 0.065 0.2018
Si 0.0149 -0.2012 0.2481
Si -0.1896 0.1324 0.0341
Si 0.1302 0.0231 0.2016
Si -0.2939 -0.1689 0.0738
Si 0.0846 -0.0683 0.1288
Si 0.0522 0.1426 0.3428
Si 0.0531 0.1031 0.2916
Si -0.2092 -0.329 -0.0289
Si -0.0278 0.1175 -0.1197
Si -0.0928 -0.1012 -0.0946
Si 0.0633 -0.0095 -0.1769
Si 0.0675 0.2486 0.1571
Si -0.0449 -0.17 0.1866
Si 0.0144 0.2337 0.1244
Si 0.2007 -0.3325 0.3665
Si -0.0562 -0.0233 0.1823
Si -0.0097 0.0538 0.0003
Si 0.173 0.0703 0.2413
Si -0.1247 -0.0729 -0.1762
Si 0.0352 0.0756 0.1747
Si 0.2355 -0.0938 0.3884
Si -0.105 -0.0114 0.0318
Si 0.212 -0.2098 -0.0524
Si 0.0071 0.0409 0.112
Si 0.1723 -0.0242 -0.1247
Si 0.167 0.0334 -0.0492
Si 0.0368 0.0641 -0.0973
Si 0.1032 -0.1362 -0.218
Si -0.0157 -0.255 -0.3214
Si -0.1695 0.0537 -0.0614
Si -0.1638 -0.0339 -0.01
Si -0.0162 0.0624 0.0397
Si -0.0364 0.1561 -0.2256
Si -0.1672 0.0411 -0.0514
Si -0.0189 -0.0425 0.1217
Si 0.1041 -0.0912 0.0686
Si -0.1054 -0.0319 -0.1799
Si 0.0609 0.0139 0.0341
Si -0.0147 0.015 -0.3586
Si -0.0455 0.0191 -0.0325
Si 0.0458 -0.0086 -0.1575
Si 0.0824 0.0626 -0.3541
Si -0.1791 0.0876 -0.2527
Si -0.031 0.0389 -0.0909
Si -0.0681 -0.1735 0.039
Si -0.064 0.1715 0.4439
Si 0.1089 -0.0106 -0.0318
Si -0.0761 -0.0252 -0.1305
Si -0.3485 -0.1597 -0.063
Si 0.1738 0.0295 0.0008
Si -0.134 0.0248 0.0848
Si -0.2061 -0.2268 -0.2046
Si 0.0195 0.3296 -0.2759
Si 0.7817 0.2075 -0.084
Si 0.6467 -0.13 0.3584
Si -0.0118 0.0293 -0.0483
Si 0.2376 0.0609 -0.0858
Si -0.0303 -0.0851 0.0546
Si 0.1555 -0.0908 0.1072
Si 0.5537 -0.0171 0.0169
Si -0.0272 -0.1541 0.334
Si 0.2363 0.039 0.1865
Si 0.2771 0.1095 -0.5268
Si -0.2548 -0.0899 0.5641
Si 0.2958 0.1232 0.2662
Si -0.3392 -0.1505 0.8287
Si -0.4979 0.3872 0.7231
Si -0.0182 -0.0066 0.1517
Si 0.6695 0.2577 0.6271
Si 0.1589 -0.0478 0.205
Si 0.1389 0.0325 0.3621
Si -0.1273 0.0692 0.4015
Si 0.0149 0.1356 -0.1443
Si -0.0623 -0.3573 0.2196
Si -0.0608 -0.1295 -0.0494
Si -0.124 -0.0074 0.2939
Si 0.2261 0.3212 -0.5474
Si -0.1603 -0.0509 -0.3048
Si -0.3087 0.188 0.4589
Si -0.1989 -0.0835 0.4298
Si 0.1208 0.0262 0.611
Si -0.019 -0.0346 0.199
Si 0.0502 -0.0109 0.1255
Si -0.0148 0.1359 -0.4667
Si 0.0105 -0.1344 -0.3152
Si 0.0044 0.2455 0.212
Si -0.452 0.1028 0.273
Si -0.0181 -0.0729 -0.037
Si 0.0343 -0.0274 -0.0164
Si 0.0495 0.0823 -0.0603
Si 0.0097 -0.0322 0.3274
Si 0.2095 -0.2058 -0.3104
Si -0.0568 -0.0325 0.0941
Si 0.0278 0.0692 0.0647
Si 0.054 0.0792 -0.2901
Si 0.1669 0.0275 -0.3241
Si -0.1284 -0.0466 -0.2563
Si -0.0448 -0.1917 -0.2605
Si 0.067 -0.2408 0.1982
Si -0.0172 -0.0685 0.0757
Si 0.0552 0.0079 0.0069
Si -0.0444 0.0245 -0.1185
Si 0.1837 0.0238 -0.2165
Si 0.055 0.1495 -0.3337
Si 0.0096 -0.1912 0.1303
Si -0.1011 0.1836 -0.2565
Si -0.0643 0.0087 0.0609
O 0.1834 0.1734 0.3736
O -0.2229 -0.0296 -0.0063
O 0.2067 -0.0256 0.3641
O -0.0052 0.2351 0.0766
O -0.4381 0.1948 0.317
O 0.2508 -0.0469 0.195
O 0.2126 0.2638 0.5897
O -0.0535 -0.0039 0.1361
O 0.4214 -0.0648 0.4546
O -0.0039 0.1214 0.2487
O 0.0467 0.2628 0.3285
O -0.1375 0.1327 -0.3782
O -0.3461 -0.0732 0.0981
O -0.1484 0.1293 -0.2069
O -0.2256 -0.1854 0.0074
O -0.3983 0.0324 -0.183
O -0.2171 0.005 0.1061
O -0.0073 -0.1695 0.4015
O 0.0067 0.4326 -0.2191
O -0.3159 -0.0862 0.2321
O -0.0071 -0.0135 0.1963
O -0.0885 0.1998 0.047
O -0.0571 0.0516 -0.1269
O -0.2368 -0.0803 -0.1353
O 0.2337 -0.0218 0.2236
O -0.0771 0.4787 0.3938
O 0.2484 -0.0097 0.3014
O 0.2969 0.0478 0.4418
O 0.1191 0.2207 0.1667
O -0.223 -0.0751 -0.1027
O 0.0675 0.1237 0.045
O -0.151 0.3166 0.2846
O 0.2445 -0.0433 0.1482
O 0.0909 0.1799 -0.0392
O -0.1463 -0.0212 0.3481
O 0.0048 0.0286 0.168
O -0.0763 -0.0371 0.286
O -0.03 -0.2155 0.1101
O -0.2048 0.0414 -0.465
O -0.1287 -0.0769 -0.5816
O 0.2842 0.0079 0.0182
O 0.1723 -0.2994 -0.0455
O -0.0453 -0.1625 -0.2202
O -0.0448 0.1753 -0.1336
O 0.026 -0.1048 0.0723
O 0.1286 -0.6773 -0.0835
O 0.212 0.0521 -0.4141
O -0.2303 0.0183 -0.3141
O -0.0416 -0.1263 0.1908
O -0.1053 -0.2436 -0.0721
O 0.1525 0.0454 0.0097
O 0.0158 0.1222 -0.2343
O -0.2926 0.0496 -0.0698
O -0.0407 -0.0258 -0.1533
O -0.1412 0.2692 0.0013
O 0.4888 0.6252 0.0087
O -0.4692 -0.2994 -0.212
O 0.055 -0.1577 0.2879
O 0.2664 0.1789 -0.1635
O 0.0202 -0.1221 0.0235
O 0.1269 -0.1603 -0.2002
O 0.2924 0.2075 -0.1316
O 0.1971 0.1136 0.0607
O -0.0239 0.0002 0.2532
O 0.0699 -0.0264 -0.2274
O -0.1304 -0.1956 -0.1321
O 0.2375 0.5113 -0.044
O 0.0417 0.0403 -0.1775
O -0.1713 -0.3162 0.0223
O 0.0478 -0.3001 -0.0654
O 0.034 -0.1456 -0.0925
O -0.2637 0.0947 0.0457
O -0.0854 -0.151 0.3251
O -0.1225 -0.0324 0.036
O 0.2339 -0.161 -0.1506
O -0.1399 0.0709 -0.2955
O -0.2127 0.0001 0.1507
O -0.0752 -0.0327 0.0293
O 0.2085 -0.1513 0.1979
O -0.0863 0.0551 0.1029
O -0.0433 0.0189 0.266
O 0.0708 -0.111 0.0501
O -0.2062 0.0818 -0.2582
O 0.154 0.0739 0.2547
O 0.1506 -0.0414 0.1613
O 0.1861 0.1055 0.0118
O 0.3354 -0.0141 0.1509
O -0.3071 0.161 -0.2072
O 0.2217 0.2197 0.0323
O -0.0407 -0.2041 -0.3602
O -0.1517 0.0315 -0.0333
O 0.2776 -0.1289 0.3355
O 0.113 -0.1465 -0.2951
O -0.2389 -0.0046 0.339
O -0.0099 0.0156 -0.025
O -0.0322 -0.0197 -0.0842
O 0.0298 0.1395 -0.1553
O 0.0059 0.0604 -0.1815
O -0.034 0.0219 0.2419
O 0.1221 -0.1408 -0.0015
O 0.0476 0.0526 -0.0227
O -0.3379 0.1182 -0.0082
O -0.2484 0.1219 0.3981
O -0.1891 0.3031 -0.3073
O -0.1206 -0.0871 0.0346
O 0.3541 -0.0309 -0.0345
